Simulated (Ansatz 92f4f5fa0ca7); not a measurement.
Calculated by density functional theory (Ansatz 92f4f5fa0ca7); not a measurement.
Periodic cell of 226 atoms, Si133O92B1, from a study of silicon, its oxide and their interface. The atomic structure is a simulated model.
Doubt: the cutoff is far below the 930 eV that the study's wrapper takes by default for these files, so forces and energies are approximate.
This geometry differs little from another in the collection (a relaxation step or a small displacement).

Settings: functional PBE; potential files Ansatz PAW; basis plane waves; wave-function cutoff 580 eV; density cutoff ratio 5; exchange-correlation grid ratio 1; k mesh 1 x 1 x 1, Gamma-centred; self-consistency stop 5e-08 eV per atom in the density residual; occupations fixed; spin none; net charge -1 e, with a uniform compensating background and no finite-size correction.

Cell vectors (angstrom)
a, 10.938, 0, 0
b, 0, 10.938, 0
c, 0, 0, 31.9494

Atoms and the computed forces on them: element, x, y, z (angstrom), force x, y, z (eV/angstrom)
Si, 10.6292, 0.0032, 24.4308, -0.0242, -0.0339, -0.0418
Si, 5.0771, 0.1279, 24.6786, 0.0025, -0.027, -0.0404
Si, 2.8194, 2.2956, 24.5423, -0.0101, 0.0077, -0.0286
Si, 8.5682, 2.4376, 24.5723, 0.005, 0.0181, -0.0498
Si, 10.704, 5.5871, 24.3532, 0.0314, 0.0089, -0.0824
Si, 5.1569, 5.6173, 24.4647, 0.006, -0.0214, -0.0341
Si, 2.9859, 7.9555, 24.4197, -0.006, -0.0013, -0.0803
Si, 8.4139, 7.8316, 24.4289, -0.0058, 0.0345, -0.0288
Si, 1.2935, 1.1328, 25.853, -0.0002, 0.0095, 0.0011
Si, 6.8178, 1.3299, 25.7502, -0.0203, 0.0055, 0.0311
Si, 3.9845, 4.012, 25.7433, 0.0092, -0.0124, 0.0174
Si, 9.6877, 4.0206, 25.8631, -0.0179, 0.003, 0.0176
Si, 1.3385, 6.795, 25.6805, -0.0273, -0.0011, 0.0342
Si, 6.8032, 6.7243, 25.7663, 0.0042, -0.0024, -0.0004
Si, 4.0024, 9.4672, 25.9673, 0.0021, 0.0163, 0.0098
Si, 9.4834, 9.4409, 25.8119, -0.0023, -0.002, 0.0168
Si, 2.6378, -0.1318, 27.3031, 0.0215, 0.0006, -0.0067
Si, 8.1391, -0.0659, 27.161, 0.0487, 0.0162, -0.0085
Si, 0.0798, 2.6558, 27.2265, -0.0161, -0.0188, -0.0002
Si, 5.4546, 2.7218, 27.1265, -0.0202, -0.0131, 0.0035
Si, 2.6661, 5.4158, 27.1248, 0.02, 0.0289, 0.0111
Si, 8.1942, 5.3695, 27.1482, 0.0018, 0.0052, 0.0284
Si, 0.0119, 8.1518, 27.1476, 0.0119, 0.008, 0.0074
Si, 5.5122, 8.144, 27.1983, -0.0066, -0.0071, 0.0097
Si, 4.0896, 1.3233, 28.516, 0.0274, 0.0227, -0.0198
Si, 9.5496, 1.3183, 28.5258, -0.0237, -0.0347, -0.0077
Si, 1.3886, 4.0651, 28.5831, 0.0455, -0.0066, 0.0303
Si, 6.8121, 4.06, 28.5413, 0.0058, -0.0061, 0.0045
Si, 4.0844, 6.7789, 28.5091, -0.0084, -0.0449, -0.0099
Si, 9.5629, 6.7776, 28.505, 0.0164, -0.0158, -0.0285
Si, 1.2996, 9.4822, 28.6421, -0.0525, -0.0471, 0.0675
Si, 6.8269, 9.5367, 28.5817, 0.0032, -0.0079, 0.035
Si, -0.0399, -0.0212, 29.9542, 0.0384, -0.032, -0.0249
Si, 5.4547, -0.0148, 29.9231, -0.0085, -0.0079, -0.0029
Si, 2.7764, 2.7109, 29.9207, -0.0019, 0.0129, 0.0028
Si, 8.1916, 2.701, 29.8982, -0.029, 0.0306, -0.0065
Si, -0.0107, 5.4358, 29.9177, -0.0433, 0.0234, 0.003
Si, 5.4608, 5.4466, 29.9086, 0.0093, -0.0134, -0.0053
Si, 2.7409, 8.1395, 29.9342, -0.034, 0.0558, -0.0224
Si, 8.2291, 8.171, 29.9026, -0.0086, 0.0097, 0.0073
Si, 1.3755, 1.3697, 31.2776, -0.0307, 0.006, 0.0046
Si, 6.8279, 1.3671, 31.2873, 0.0321, -0.0106, 0.003
Si, 4.1237, 4.0806, 31.3007, -0.0017, 0.0154, -0.0019
Si, 9.5491, 4.0801, 31.2833, 0.0155, -0.0221, -0.002
Si, 1.3613, 6.8077, 31.302, 0.0307, -0.0202, 0.0078
Si, 6.8369, 6.8359, 31.2695, -0.0099, 0.0153, -0.0078
Si, 4.0888, 9.5574, 31.2912, 0.0159, -0.0242, 0.0004
Si, 9.56, 9.5388, 31.3145, -0.0128, 0.016, -0.005
Si, 2.7414, 0.014, 0.7117, 0.0065, -0.0039, -0.0101
Si, 8.2117, 0.0147, 0.6967, -0.0176, -0.0162, 0.0059
Si, 0.0167, 2.7475, 0.7068, 0.0074, 0.0019, 0.0083
Si, 5.496, 2.7488, 0.7403, -0.0162, -0.0078, -0.0208
Si, 2.7503, 5.4576, 0.7056, -0.0077, 0.0007, 0.0165
Si, 8.2083, 5.488, 0.7021, 0.0005, 0.0268, -0.0003
Si, 0.0273, 8.2121, 0.7397, -0.0398, 0.0022, -0.0186
Si, 5.4881, 8.2182, 0.7111, 0.0063, 0.0082, -0.0036
Si, 4.1043, 1.3907, 2.0929, 0.0147, -0.0123, 0.0165
Si, 9.6141, 1.352, 2.0681, -0.011, 0.0243, -0.001
Si, 1.3662, 4.1392, 2.087, 0.0045, 0.0079, 0.0185
Si, 6.8474, 4.155, 2.0944, 0.0395, -0.0355, 0.0003
Si, 4.1128, 6.8463, 2.0671, -0.0213, -0.0223, -0.0141
Si, 9.591, 6.8415, 2.0948, -0.0071, -0.0077, 0.0268
Si, 1.378, 9.6184, 2.1044, 0.0286, -0.0211, 0.0055
Si, 6.8445, 9.6256, 2.0702, 0.0441, 0.0014, -0.0025
Si, 0.0486, 0.0494, 3.5241, -0.0829, 0.0451, 0.004
Si, 5.491, 0.044, 3.4684, 0.0249, -0.0301, 0.0296
Si, 2.7231, 2.7678, 3.4426, -0.0621, 0.0644, 0.0046
Si, 8.2845, 2.7916, 3.3757, 0.0523, -0.0533, -0.0305
Si, 0.036, 5.5167, 3.507, 0.0844, -0.0259, 0.087
Si, 5.4662, 5.5118, 3.4818, -0.0278, 0.1402, -0.049
Si, 2.7456, 8.2252, 3.4237, 0.0765, -0.0119, 0.0014
Si, 8.2517, 8.2873, 3.4115, -0.0112, 0.1212, -0.0532
Si, 1.3547, 1.507, 4.9106, 0.0874, -0.0447, -0.0129
Si, 6.927, 1.4779, 4.7379, -0.0339, 0.0063, -0.0076
Si, 4.0175, 4.1826, 4.819, -0.0438, -0.1124, -0.0023
Si, 9.6566, 4.0452, 4.8332, -0.0312, 0.1426, 0.0156
Si, 1.4266, 6.937, 4.8898, -0.186, -0.023, -0.0266
Si, 6.8474, 6.9978, 4.7464, -0.0138, -0.0387, -0.0109
Si, 4.1058, 9.5695, 4.7986, -0.0226, 0.0554, -0.0124
Si, 9.6274, 9.5843, 4.8763, 0.0346, -0.0763, -0.0605
Si, 2.7751, 0.0545, 6.1306, 0.009, 0.0097, 0.0177
Si, 8.3189, 0.1464, 6.1218, -0.0375, 0.0179, -0.1712
Si, 0.1555, 2.9453, 6.448, -0.0863, -0.0435, -0.2782
Si, 5.5132, 2.8443, 6.0547, 0.0036, 0.009, 0.0728
Si, 2.6261, 5.4707, 6.2908, 0.1224, 0.1059, -0.3075
Si, 8.297, 5.6172, 5.9371, 0.054, -0.1108, 0.0722
Si, 0.075, 8.2878, 6.373, 0.0754, -0.0095, 0.0432
Si, 5.4867, 8.2861, 6.2373, 0.0496, 0.116, -0.2337
Si, 4.4392, 1.1931, 7.3407, -0.0691, 0.043, -0.0796
Si, 9.8646, 1.2105, 7.6029, 0.1333, 0.0436, 0.2952
B, 1.1889, 4.5275, 7.5109, -0.196, 0.0157, 0.7639
Si, 6.6546, 4.5658, 7.1969, 0.1754, -0.0173, 0.121
Si, 4.3011, 6.6708, 7.506, -0.0425, -0.2619, 0.4725
Si, 9.8464, 6.527, 7.5053, -0.0562, -0.0201, 0.0048
Si, 1.2966, 9.9505, 7.6809, 0.0175, -0.083, 0.0108
Si, 6.7278, 9.9576, 7.3939, -0.0359, 0.0216, 0.2222
O, 9.5836, 1.2388, 23.9878, 0.0175, 0.0007, -0.0137
O, 4.1009, 6.8022, 23.951, 0.0086, 0.0157, -0.0064
O, 4.0094, 1.2394, 24.0426, -0.0003, 0.0077, -0.0161
O, 9.532, 6.6995, 23.9031, 0.0031, -0.0046, -0.0034
O, 0.0814, 5.4495, 7.9361, 0.2165, -0.1198, -0.1023
O, 5.582, 0.1229, 7.9198, 0.0783, -0.0549, 0.012
O, 0.0859, 0.0887, 8.1286, -0.0829, 0.1172, -0.0291
O, 5.5837, 5.6446, 7.8846, -0.1449, 0.0351, -0.1896
O, 7.6602, 3.9467, 8.3401, -0.0562, -0.0022, 0.0167
O, 8.8355, 6.9839, 8.7816, 0.0538, -0.0373, -0.066
O, 2.2005, 9.4635, 9.0252, -0.0154, 0.012, -0.0226
O, 8.9165, 1.673, 8.9334, 0.0337, -0.0339, -0.0798
O, 7.6376, 9.3936, 8.6626, -0.0535, 0.0683, -0.0776
O, 3.6048, 1.8609, 8.5845, -0.02, 0.0295, 0.013
O, 3.6071, 7.217, 8.9435, 0.0474, -0.0358, -0.1389
O, 1.9549, 4.0339, 8.6841, -0.1278, 0.1081, -0.2539
O, 8.1402, 3.4873, 23.3571, 0.0273, -0.0274, 0.0294
O, 0.447, 4.9295, 22.9628, -0.0336, 0.0391, 0.0375
O, 1.9034, 2.739, 23.2418, 0.0315, -0.0231, 0.0342
O, 5.8349, 4.9128, 23.1259, -0.0388, 0.038, 0.0306
O, 5.5233, 9.9998, 23.5045, -0.028, 0.0218, 0.0213
O, 2.4429, 8.689, 23.0249, 0.0357, -0.0311, 0.046
O, 0.1906, 10.0689, 23.0876, -0.0313, 0.0383, 0.044
O, 7.7799, 8.5778, 23.0811, 0.0344, -0.0426, 0.0201
Si, 8.6548, 7.709, 18.4372, -0.0007, -0.0006, 0.0028
Si, 8.7726, 6.3605, 13.6283, -0.0073, 0.0028, -0.0505
Si, 3.7831, 1.5444, 14.6559, 0.0057, -0.0021, -0.0335
Si, 2.1293, 5.7472, 17.6124, 0.0092, -0.0002, -0.0076
Si, 2.4103, 3.1502, 19.4941, 0.0112, -0.0029, 0.0039
Si, 9.8154, 9.0282, 12.0696, 0.0004, -0.0007, -0.0361
Si, 1.3305, 9.42, 22.0831, 0.0021, 0.0019, -0.0362
Si, 9.1763, 0.9685, 13.1842, -0.0071, -0.0063, -0.047
Si, 1.4067, 5.0628, 13.0067, -0.0009, -0.0022, -0.0507
Si, 1.7999, 8.2581, 12.791, -0.0104, -0.0048, -0.0359
Si, 6.6484, 9.5588, 22.433, -0.0107, 0.0099, -0.0064
Si, 4.5143, 4.5963, 15.6692, -0.0018, -0.0077, -0.034
Si, 8.2, 3.02, 9.5369, -0.0951, 0.1086, -0.053
Si, 0.8415, 8.2497, 19.2577, -0.0014, -0.0117, 0.0006
Si, 6.9482, 1.3542, 21.0904, -0.0033, -0.0025, 0.018
Si, 8.2658, 8.2556, 9.6394, 0.0194, -0.0367, 0.0544
Si, 10.8756, 5.2097, 15.5966, -0.0054, 0.0023, -0.0269
Si, 7.564, 9.5078, 16.304, 0.0017, 0.0084, -0.0219
Si, 9.9297, 2.062, 20.2956, -0.0018, -0.0029, 0.0072
Si, 3.2352, 8.5079, 9.8878, -0.0118, 0.0622, 0.0706
Si, 6.6837, 3.362, 17.3957, -0.0041, -0.0045, -0.0121
Si, 1.1644, 0.2118, 19.8045, -0.0043, -0.0001, 0.0116
Si, 3.1883, 2.8273, 12.2113, 0.0021, 0.0134, -0.0386
Si, 7.2105, 5.4041, 19.6823, -0.0006, 0.0087, 0.0044
Si, 5.7764, 8.6506, 11.5032, 0.0074, -0.003, -0.0201
Si, 5.7752, 6.0644, 13.1602, 0.0006, 0.0014, -0.0459
Si, 4.633, 9.7209, 17.6132, -0.0003, 0.0057, -0.0109
Si, 1.0193, 3.5992, 22.1831, -0.0037, -0.0173, -0.0261
Si, 4.8937, 1.4942, 18.7986, -0.003, 0.0004, 0.0019
Si, 3.082, 3.163, 9.4137, 0.1141, -0.1109, 0.0982
Si, 6.4548, 10.8129, 13.7534, 0.0047, 0.0062, -0.0333
Si, 10.3504, 0.1237, 15.9593, 0.002, -0.0062, -0.0153
Si, 5.592, 3.6801, 11.0611, 0.0071, 0.0245, -0.0287
Si, 9.8201, 3.9045, 11.8914, 0.0162, 0.0109, 0.012
Si, 2.3453, 9.9338, 15.5177, 0.0005, 0.0077, -0.0216
Si, 6.0743, 8.1378, 19.7974, 0.0016, -0.007, 0.0052
Si, 6.9338, 3.9758, 22.3802, 0.0093, -0.0163, -0.0123
Si, 9.7479, 2.7815, 17.361, -0.0022, -0.0031, -0.0142
O, 7.1785, 6.3729, 13.9515, -0.0005, -0.001, 0.0208
O, 1.8809, 7.061, 18.667, -0.0062, 0.012, -0.0036
O, 10.2904, 4.034, 16.5192, 0.0001, -0.0024, 0.0106
O, 6.1673, 9.977, 17.0492, -0.0092, 0.0023, 0.0085
O, 10.1502, 0.7181, 14.4624, -0.0009, 0.0053, 0.0157
O, 8.4416, 6.1281, 18.8603, -0.0045, -0.0073, -0.0077
O, 5.1576, 0.6812, 14.362, -0.0013, -0.0001, 0.019
O, 5.7102, 2.0673, 17.5188, -0.0042, -0.005, 0.0065
O, 8.345, 1.9456, 20.5488, -0.0113, -0.0032, -0.0147
O, 1.9898, 4.3053, 18.4036, -0.0036, -0.0162, 0.0022
O, 6.8922, 2.8323, 10.5317, 0.048, -0.0132, -0.0055
O, 4.8214, 2.7034, 12.1216, 0.0083, 0.0075, 0.0037
O, 6.0132, 4.394, 16.3254, 0.0049, -0.0031, 0.0141
O, 4.4611, 3.993, 9.893, -0.0123, 0.0075, 0.0013
O, 10.6884, 2.7757, 21.5531, 0.0183, 0.0154, 0.0036
O, 9.6994, 6.1645, 14.9771, 0.0033, -0.0029, 0.0139
O, 6.0042, 6.5012, 19.8395, 0.0004, 0.0001, -0.014
O, 4.0775, 0.1822, 18.2763, 0.0013, 0.0049, -0.003
O, 9.264, 10.5521, 12.2744, 0.0016, -0.0092, 0.0242
O, 2.8328, 4.3622, 12.6874, 0.009, -0.0044, 0.0357
O, 1.9095, 10.7033, 21.2102, 0.0011, -0.015, 0.0048
O, 3.9891, 2.7287, 19.3885, -0.0047, 0.003, -0.0118
O, 0.7348, 10.0547, 15.9538, -0.002, -0.0004, 0.0107
O, 1.2749, 9.8084, 18.8335, -0.0004, 0.0019, 0.0013
O, 1.7091, 1.6691, 19.2774, -0.0037, -0.0029, -0.0107
O, 8.9414, 10.3891, 16.4817, 0.0002, 0.0013, 0.0056
O, 4.8749, 8.598, 18.7835, 0.0073, -0.0083, 0.0043
O, 9.5801, 8.7505, 10.4844, -0.0243, -0.0019, -0.0041
O, 6.7334, 4.1068, 18.8417, 0.003, 0.009, 0.0042
O, 2.8226, 1.7251, 13.3366, -0.0036, 0.0012, 0.0158
O, 5.8252, 8.7824, 21.2627, 0.0105, 0.0152, 0.0156
O, 2.4538, 2.5189, 10.802, -0.0045, 0.0142, -0.0325
O, 7.6068, 4.8525, 21.1673, -0.0063, -0.0189, 0.015
O, 5.2152, 7.4788, 12.5266, 0.0002, 0.0117, 0.0182
O, 0.4331, 9.0701, 12.4932, -0.001, 0.0017, 0.0247
O, 7.5844, 1.056, 13.568, 0.0025, 0.0032, 0.0238
O, 7.0962, 9.6372, 14.7374, 0.0006, 0.0008, 0.0146
O, 8.9669, 5.0252, 12.7128, 0.0071, -0.0161, 0.0169
O, 8.0821, 8.0465, 16.9114, 0.0067, -0.0093, 0.0135
O, 6.2109, 2.5785, 21.8985, 0.0022, 0.0174, -0.0096
O, 2.4594, 9.0668, 14.0964, 0.0026, -0.0022, 0.0163
O, 0.3991, 4.5049, 11.8535, -0.0133, -0.0022, 0.0179
O, 0.8168, 8.3179, 20.9297, 0.0066, 0.0148, 0.0179
O, 9.3306, 3.8508, 10.3572, -0.0223, -0.0288, -0.0456
O, 9.6541, 2.3879, 12.5229, 0.0006, 0.0139, 0.009
O, 7.6215, 8.5748, 19.394, -0.0114, 0.0001, -0.0083
O, 2.5686, 8.1842, 11.3565, 0.0273, 0.0024, -0.0306
O, 3.9789, 3.0535, 15.3234, 0.0001, 0.0022, 0.0135
O, 0.8218, 4.5039, 14.427, -0.001, 0.0014, 0.0226
O, 10.046, 3.002, 18.9541, 0.002, -0.0072, 0.0095
O, 9.1454, 7.8054, 12.9491, 0.0031, 0.0075, 0.0186
O, 10.5111, 0.54, 20.077, -0.0017, 0.0039, -0.0141
O, 5.9996, 5.0328, 11.8975, -0.0005, -0.0135, 0.0195
O, 8.146, 2.7588, 17.0118, 0.0014, -0.0011, 0.0044
O, 3.517, 5.4663, 16.7001, -0.0048, 0.0043, 0.0092
O, 4.6878, 9.1333, 10.3691, -0.025, -0.0123, -0.0064
O, 1.5255, 6.6829, 13.1665, 0.0032, 0.0007, 0.0202
O, 4.7495, 5.4939, 14.3156, -0.0015, 0.0011, 0.0245
O, 2.041, 3.8599, 20.9236, -0.0154, 0.0039, 0.0137
O, 10.538, 1.4102, 16.9516, -0.0022, 0.0063, 0.0038
O, 0.9301, 6.0744, 16.5529, 0.0028, -0.0013, 0.0085
O, 7.3333, 10.9552, 21.933, 0.0012, -0.0169, -0.0107
O, 5.9276, 0.9198, 19.9134, 0.0196, 0.0012, 0.0014
O, 6.117, 10.0077, 12.3704, -0.0075, -0.0136, 0.0085
O, 2.8462, 0.5563, 15.5473, 0, -0.0013, 0.0114
O, 7.076, 7.9696, 10.75, 0.0249, 0.0128, -0.0144
O, 10.2415, 8.0235, 18.6865, 0.0091, 0.0024, -0.0071
O, 3.4474, 9.2198, 16.5638, 0.0045, -0.0049, 0.0146

Results
free energy: -137021.930 eV
free energy less fixed offsets of B -154.04, O -568.88, Si -635.61 eV per atom: 5.200 eV

The program warned: the cutoff lies below the one the program advises for these potential files; the exchange-correlation potential is rough where the density is thin.
